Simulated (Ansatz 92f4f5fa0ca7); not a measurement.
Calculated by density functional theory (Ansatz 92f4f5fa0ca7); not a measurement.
Periodic cell of 231 atoms, Si140O85As6, from a study of silicon, its oxide and their interface. The atomic structure is a simulated model.
Doubt: the cutoff is far below the 930 eV that the study's wrapper takes by default for these files, so forces and energies are approximate.
This geometry differs little from another in the collection (a relaxation step or a small displacement).

Settings: functional PBE; potential files Ansatz PAW; basis plane waves; wave-function cutoff 580 eV; density cutoff ratio 5; exchange-correlation grid ratio 1; k mesh 1 x 1 x 1, Gamma-centred; self-consistency stop 5e-08 eV per atom in the density residual; occupations fixed; spin none; net charge 0.

Cell vectors (angstrom)
a  11.6015  0  0
b  0  10.938  0
c  0  0  32.9578

Atoms: element, x, y, z (angstrom)
Si  0.0716  -0.0381  24.4858
Si  4.0105  -0.0448  24.338
Si  7.9365  -0.0368  24.4439
As  2.035  1.336  24.0847
As  5.9639  1.3782  24.0344
Si  9.7892  1.3812  24.5691
Si  0.2615  5.7121  24.0639
Si  4.0691  5.4914  24.3125
Si  7.9156  5.5494  24.0968
As  2.2071  7.0855  24.071
Si  5.9541  6.9513  24.2018
Si  9.8387  6.8426  24.4761
Si  2.0248  2.6447  26.1266
Si  5.9187  2.6482  26.1235
Si  9.7757  2.9163  26.261
Si  0.1759  4.1416  26.0029
Si  3.9778  4.0195  26.1679
Si  7.766  4.1348  26.0723
Si  2.0921  8.1343  26.2422
Si  5.9141  8.165  26.2495
Si  9.774  8.1967  26.3706
Si  0.1434  9.4698  26.3198
Si  3.9891  9.5298  26.2479
Si  7.8241  9.5115  26.3122
Si  0.074  0.0243  28.148
Si  3.936  0.0122  28.1371
Si  7.8003  0.0357  28.155
Si  1.9999  1.3759  28.121
Si  5.8671  1.3739  28.1174
Si  9.7363  1.4021  28.1146
Si  0.0969  5.4391  28.0565
Si  3.9345  5.4082  28.1105
Si  7.7652  5.4389  28.0861
Si  2.0182  6.7861  28.1523
Si  5.8503  6.7872  28.1473
Si  9.7298  6.7477  28.1861
Si  1.9336  2.7345  30.0586
Si  5.8008  2.7345  30.0586
Si  9.6679  2.7345  30.0586
Si  0  4.1018  30.0586
Si  3.8672  4.1018  30.0586
Si  7.7343  4.1018  30.0586
Si  1.9336  8.2035  30.0586
Si  5.8008  8.2035  30.0586
Si  9.6679  8.2035  30.0586
Si  0  9.5708  30.0586
Si  3.8672  9.5708  30.0586
Si  7.7343  9.5708  30.0586
Si  0  0  31.9922
Si  3.8672  0  31.9922
Si  7.7343  0  31.9922
Si  1.9336  1.3673  31.9922
Si  5.8008  1.3673  31.9922
Si  9.6679  1.3673  31.9922
Si  0  5.469  31.9922
Si  3.8672  5.469  31.9922
Si  7.7343  5.469  31.9922
Si  1.9336  6.8362  31.9922
Si  5.8008  6.8362  31.9922
Si  9.6679  6.8362  31.9922
Si  1.9336  2.7345  0.9679
Si  5.8008  2.7345  0.9679
Si  9.6679  2.7345  0.9679
Si  0  4.1018  0.9679
Si  3.8672  4.1018  0.9679
Si  7.7343  4.1018  0.9679
Si  1.9336  8.2035  0.9679
Si  5.8008  8.2035  0.9679
Si  9.6679  8.2035  0.9679
Si  0  9.5708  0.9679
Si  3.8672  9.5708  0.9679
Si  7.7343  9.5708  0.9679
Si  -0.0651  -0.0358  2.9851
Si  3.7798  0.0112  2.8745
Si  7.72  0.0243  2.8784
Si  1.8392  1.3702  2.9131
Si  5.7297  1.3238  2.8753
Si  9.6528  1.3632  2.9094
Si  -0.0974  5.487  2.9557
Si  3.7668  5.4992  2.912
Si  7.6915  5.5016  2.8634
Si  1.8222  6.8631  2.9192
Si  5.7317  6.802  2.8188
Si  9.6188  6.8966  3.0045
Si  1.796  2.8347  4.7896
Si  5.6205  2.6927  4.7727
Si  9.5674  2.7193  4.8509
Si  -0.1479  4.1694  4.9629
Si  3.7543  4.1399  4.856
Si  7.6035  3.9613  4.6381
Si  1.794  8.2434  4.8484
Si  5.7474  8.2446  4.6283
Si  9.5997  8.1995  5.0768
Si  -0.1181  9.6589  5.083
Si  3.7656  9.5363  4.7578
Si  7.6624  9.5844  4.7882
Si  -0.1953  0.3179  7.0507
Si  3.6409  0.0221  6.6151
Si  7.3329  0.0828  6.6361
Si  1.8336  1.5295  6.7263
As  5.5132  1.5876  6.9006
Si  9.3025  1.4313  6.8618
Si  0.0921  5.4585  7.0554
Si  3.8434  5.6937  6.6541
Si  7.5865  5.2917  6.4971
As  1.8691  7.0768  6.9204
As  5.8495  6.9912  6.5935
Si  9.4295  6.6391  7.0307
O  12.2048  4.5406  8.3739
O  6.9444  10.001  7.8933
O  8.686  7.235  8.4396
O  3.2943  9.994  7.9311
O  9.1232  2.3756  8.2401
O  7.4136  4.3325  7.8584
O  4.0288  5.1949  8.2508
O  -0.1247  10.811  8.6859
O  2.2082  2.4428  8.0902
O  4.0114  9.9445  22.9679
O  5.8858  8.0263  22.9066
O  5.7405  10.0001  20.9861
O  4.2494  4.4398  23.0179
O  9.8147  7.761  23.1033
O  0.2582  5.4295  22.4035
O  8.0939  4.8927  22.5636
O  11.2056  10.065  23.0984
O  9.7651  2.0652  23.0528
Si  -0.6466  18.3608  12.5717
Si  -0.0759  5.6146  20.7794
Si  8.4207  0.476  11.3253
Si  5.8438  -1.9753  16.9355
Si  8.3656  3.6234  8.976
Si  -10.1742  7.0351  18.4715
Si  -3.6422  10.7868  15.9552
Si  -0.2135  0.7571  10.0839
Si  -5.025  10.0376  9.4846
Si  12.87  2.8729  20.5501
Si  -6.1177  0.7602  17.0512
Si  -3.854  3.2594  11.9119
Si  9.8337  9.2925  22.6117
Si  1.4413  9.6216  11.5836
Si  5.6731  7.647  14.3324
Si  4.9241  9.0061  21.9963
Si  8.6949  4.7105  21.0413
Si  14.6215  4.6749  11.5971
Si  4.8669  3.7048  16.7242
Si  10.1185  1.9919  21.4731
Si  4.5902  6.2252  9.4157
Si  1.3488  14.2391  9.1943
Si  1.5203  -4.947  13.8727
Si  3.7026  9.2935  9.3397
Si  -6.282  15.4417  13.6481
Si  8.3892  9.1194  13.4168
Si  7.5551  18.0782  9.6516
Si  3.9169  6.7969  20.0791
Si  1.3995  9.7626  16.7545
Si  9.4164  5.3751  11.0413
Si  -5.3196  10.0722  19.4511
Si  3.7899  4.2036  21.4707
Si  1.9285  4.5543  16.6044
Si  5.9549  4.7089  19.4699
Si  1.3172  1.6918  17.7887
Si  -2.1962  10.2274  19.9472
Si  10.575  -10.8435  17.3499
Si  2.9328  -2.1798  14.1383
O  -7.0411  2.0923  16.9156
O  7.4985  15.7378  19.946
O  -0.8864  6.2246  11.4774
O  9.5091  0.7324  20.6761
O  1.7703  5.343  12.3978
O  4.1049  7.7433  9.1107
O  7.1042  8.6264  10.0706
O  12.1425  4.26  20.0881
O  9.5319  4.6477  9.5616
O  -1.7086  5.7697  20.6727
O  5.0471  3.7725  20.497
O  -8.4377  5.6072  20.9181
O  5.5921  7.6499  15.9974
O  -0.2975  12.4041  17.829
O  7.44  3.2522  10.2827
O  6.2174  6.2127  9.4534
O  -4.8333  11.9143  16.0296
O  3.9787  4.042  12.7922
O  -3.7162  -0.9643  19.4964
O  8.2191  6.4782  10.9804
O  2.6112  7.1637  14.1179
O  -0.1114  10.2075  16.2647
O  4.9917  10.1527  9.8669
O  13.9444  3.728  10.4357
O  -10.412  5.7234  17.4941
O  1.4986  2.9911  16.8117
O  0.5588  6.8403  19.8671
O  3.9697  5.7664  10.8449
O  4.5487  8.758  13.8853
O  12.3708  11.0584  11.2239
O  -9.9763  4.8682  15.0326
O  4.8616  -0.6905  16.5549
O  -6.2306  -7.0127  15.1819
O  2.3885  -1.5974  15.5501
O  5.7068  8.7914  18.563
O  9.887  9.1092  21.0053
O  -1.2418  10.0799  18.6492
O  5.9057  15.0992  17.9182
O  1.8686  2.0844  19.2626
O  2.5855  3.1146  21.4833
O  -3.0415  -0.6435  14.5351
O  1.1404  8.4728  17.7399
O  7.3986  -1.5098  16.6757
O  6.5599  3.8619  12.8199
O  9.0682  4.2127  12.1411
O  5.8744  0.5229  18.6478
O  9.3755  3.2614  20.8192
O  -2.4325  0.5634  16.74
O  0.2763  19.433  11.7603
O  5.3653  6.2311  19.5942
O  0.2004  2.3165  9.8229
O  3.5256  4.6026  16.9439
O  7.3191  0.3884  10.1277
O  13.859  -1.2504  12.987
O  3.0228  -3.7966  18.7841
O  8.3151  9.9819  12.0548
O  -3.5532  12.6494  12.3346
O  8.4359  -0.8965  23.0805
O  3.9761  8.0864  21.0585
O  2.0067  0.2344  17.4029
O  9.8879  11.6641  10.6917
O  -1.9485  8.1179  13.2419
O  2.469  9.2697  10.3811
O  -16.1118  -2.7384  13.7574
O  0.1468  1.9837  21.3241
O  5.4357  6.1391  13.7623
O  0.0678  6.7181  13.8579

Results
free energy: -166476.079 eV
free energy less fixed offsets of As -4856.12, O -568.88, Si -635.61 eV per atom: 0.841 eV

Forces (eV/angstrom), in the order of the atoms: element, x, y, z
Si  -0.0803  0.0524  -0.0007
Si  0.0536  -0.0343  -0.064
Si  -0.0463  0.0068  -0.0174
As  -0.0001  -0.0279  -0.0388
As  -0.0243  0.0069  0.0401
Si  0.0965  -0.0131  0.0137
Si  -0.0018  0.0296  0.1899
Si  0.039  0.0477  -0.0697
Si  -0.1322  0.0608  0.0153
As  -0.0076  -0.0499  0.034
Si  0.1076  -0.1005  0.0512
Si  0.1148  -0.1515  -0.1262
Si  -0.0178  0.0224  0.0313
Si  0.0133  -0.0459  -0.0494
Si  -0.0671  -0.0309  0.0192
Si  0.0482  0.0687  -0.1133
Si  -0.0687  -0.0053  -0.0157
Si  0.0534  0.0399  -0.055
Si  -0.0422  -0.0501  -0.028
Si  -0.0153  -0.0589  -0.097
Si  -0.0349  -0.033  0.005
Si  0.0687  0.0759  -0.0103
Si  0.0048  0.0744  0.0485
Si  -0.0485  0.0786  0.0226
Si  -0.0292  -0.0336  0.0178
Si  -0.0267  -0.0355  -0.0234
Si  0.0125  -0.0461  -0.0054
Si  0.0396  0.0124  -0.0203
Si  -0.0042  0.0296  -0.002
Si  0.0357  0.0484  0.003
Si  -0.0267  -0.0972  0.031
Si  -0.002  -0.0303  0.0192
Si  0.0265  -0.0626  0.0158
Si  0.0184  0.0476  -0.0099
Si  -0.045  0.0758  0.0445
Si  0.0169  0.0629  0.0459
Si  0.0521  0.0616  0.043
Si  0.0365  0.0628  0.0053
Si  0.0792  0.0378  0.1254
Si  0.1033  -0.1406  -0.3329
Si  0.0768  -0.1965  0.1119
Si  -0.0104  -0.129  -0.2135
Si  0.1179  -0.0393  -0.0274
Si  -0.0176  -0.1004  -0.0755
Si  0.0391  -0.1278  0.1237
Si  0.0315  -0.0049  0.0506
Si  0.0703  0.0182  0.0353
Si  0.0696  0.0259  0.0241
Si  -0.0121  0.0969  0.1138
Si  -0.0123  -0.0083  0.0283
Si  0.0048  -0.0287  0.0555
Si  0.0125  -0.0552  -0.0293
Si  -0.0007  -0.0484  -0.0817
Si  -0.0119  -0.057  -0.0077
Si  0.0101  0.189  -0.0197
Si  -0.0033  0.0686  -0.0448
Si  0.0072  0.0431  -0.0813
Si  -0.0076  -0.0273  0.042
Si  0.0064  0.0809  -0.0477
Si  0.0052  -0.0618  0.1112
Si  -0.1329  -0.0449  0.0334
Si  -0.0514  0.0183  0.072
Si  0.0708  -0.0003  0.0672
Si  -0.14  0.0577  0.2926
Si  -0.1507  0.0352  0.1876
Si  0.0732  0.0367  -0.1555
Si  -0.1314  0.0168  -0.0244
Si  -0.0321  0.1066  -0.3741
Si  -0.0589  0.0107  0.3938
Si  -0.0151  -0.0396  0.3558
Si  -0.1494  -0.0706  -0.1038
Si  0.034  -0.0031  -0.0748
Si  0.0373  -0.0618  -0.0097
Si  -0.0169  -0.0593  -0.0343
Si  -0.0663  -0.0615  -0.0111
Si  0.0545  0.0826  -0.0041
Si  0.0152  0.033  -0.0281
Si  -0.0147  0.0933  -0.027
Si  0.0323  -0.0891  -0.0112
Si  0.0419  -0.0243  -0.0182
Si  0.002  -0.0344  -0.0056
Si  -0.001  0.0258  0.0102
Si  -0.0405  -0.0014  0.0257
Si  -0.0609  0.0827  -0.0341
Si  -0.0837  -0.0377  0.0003
Si  0.0084  0.0094  0.006
Si  0.0024  -0.1304  0.0843
Si  0.1286  0.1245  0.0587
Si  0.0409  0.0454  -0.0206
Si  -0.1092  0.0515  -0.0439
Si  -0.0995  -0.0463  -0.0449
Si  0.0055  -0.0335  -0.0417
Si  -0.0716  -0.1173  0.0378
Si  0.0651  0.0924  0.0771
Si  0.0679  0.0568  0.0083
Si  0.0474  0.0336  0.0369
Si  -0.004  -0.019  -0.0635
Si  -0.0523  0.0424  0.0818
Si  0.0838  0.0111  -0.0459
Si  -0.0722  -0.0232  -0.0168
As  0.004  -0.0006  0.0064
Si  0.0394  -0.0229  -0.0482
Si  -0.2481  -0.09  -0.0642
Si  -0.006  0.052  0.0337
Si  0.0355  0.0704  0.0268
As  0.1088  0.0033  -0.0042
As  -0.0276  -0.0162  0.0344
Si  0.2087  0.0077  0.0231
O  0.1304  -0.0456  0.0791
O  -0.0526  -0.0341  0.0611
O  -0.0813  -0.0199  0.0136
O  0.0181  -0.0322  -0.0239
O  -0.0608  0.0513  0.0319
O  0.0135  -0.0042  -0.0401
O  0.0398  0.0097  0.0373
O  -0.0118  0.0206  0.0627
O  0.018  -0.0034  -0.0175
O  -0.0305  0.012  0.0143
O  -0.0628  0.0671  -0.0484
O  0.0461  0.0257  -0.0575
O  -0.0164  -0.0096  -0.0264
O  -0.0226  0.1057  0.0547
O  -0.0159  0.0078  -0.2333
O  0.0496  -0.0158  -0.0765
O  -0.0303  -0.0162  0.012
O  -0.009  0.0016  -0.004
Si  0.0101  -0.0085  -0.0117
Si  -0.0394  -0.0146  0.0478
Si  0.0131  0.0224  0.0406
Si  0.0003  -0.017  0.0078
Si  0.0875  -0.0365  -0.0156
Si  0.0458  -0.0036  0.004
Si  0.0109  -0.0048  -0.0055
Si  0.0065  -0.0136  -0.0293
Si  0.0132  0.0054  -0.0212
Si  -0.011  0.0291  -0.0408
Si  0.0024  0.0074  0.0122
Si  0.0257  -0.0136  0.0488
Si  -0.0238  -0.0418  -0.0182
Si  -0.0299  0.0161  0.0077
Si  0.0202  0.0013  0.0198
Si  -0.0001  -0.0375  0.0659
Si  0.0068  0.042  0.0269
Si  -0.0054  -0.0229  0.0177
Si  -0.0016  0.0148  -0.0036
Si  -0.0303  0.0358  0.0045
Si  -0.0052  -0.0208  0.0118
Si  -0.0203  0.0892  -0.0643
Si  -0.0019  0.0066  0.0086
Si  -0.0112  0.0221  -0.0018
Si  0.0064  -0.012  -0.0029
Si  0.0004  0.0193  -0.0039
Si  0.0309  0.0061  -0.0503
Si  -0.0205  0.0251  -0.0088
Si  -0.0052  -0.0121  -0.0137
Si  0.0034  0.0051  0.019
Si  0.0071  -0.0008  -0.0049
Si  0.0065  0.027  0.0581
Si  0.0045  0.0152  -0.0128
Si  -0.0009  0.0199  0.0063
Si  -0.0374  0.0215  0.0092
Si  0.0031  0.0135  -0.0161
Si  -0.0152  -0.0026  0.001
Si  -0.0159  -0.0024  0.007
O  0.0056  -0.0067  -0.0021
O  -0.0075  0.0057  0.01
O  0.0058  0.0232  0.0016
O  -0.0136  -0.0476  -0.0039
O  0.0058  0.0051  -0.006
O  0.0085  -0.0035  -0.0217
O  -0.0208  0.0216  -0.0124
O  0.0035  -0.0194  -0.0019
O  -0.0353  -0.0135  0.0148
O  0.0012  -0.0155  -0.0024
O  0.0019  0.0006  0.0024
O  0.0071  0.028  -0.007
O  0.0034  0.0054  -0.0048
O  0.0577  0.0051  -0.0076
O  -0.0226  -0.0033  0.0113
O  -0.0433  -0.0024  -0.0275
O  0.0116  -0.011  -0.0001
O  0.0029  0.0092  -0.0081
O  -0.0362  0.0078  0.0189
O  0.0024  -0.0036  -0.0273
O  0.0081  0.0162  -0.0054
O  0.0109  0.0003  -0.0003
O  0.026  -0.0038  -0.016
O  0.0053  0.0186  0.001
O  -0.0011  -0.0053  -0.0049
O  -0.0059  -0.0082  0.0133
O  0.011  0.0194  0.0006
O  0.0164  0.0168  -0.0308
O  -0.0101  -0.0007  -0.0228
O  0.0244  -0.0146  -0.0075
O  0.0024  -0.0127  0.0009
O  0.0103  0.0098  -0.0019
O  -0.0019  0.004  0.0027
O  0.0025  0.0049  0.0049
O  0.0036  0.0121  -0.0272
O  -0.0152  0.0129  -0.0034
O  0.0086  0.0142  -0.0139
O  -0.0137  -0.0059  -0.0217
O  -0.0174  -0.0089  -0.0158
O  -0.0238  -0.0189  0.0097
O  -0.0061  -0.0013  -0.0005
O  0.0013  0.0136  -0.0081
O  0.0151  0.0179  -0.0026
O  -0.017  0.0096  -0.0148
O  -0.0045  0.0005  -0.0241
O  -0.0028  -0.0072  -0.0117
O  0.0281  -0.035  0.0066
O  -0.0156  -0.0002  -0.0187
O  0.0127  -0.003  -0.0154
O  -0.0037  -0.0031  0.0061
O  -0.0014  -0.0259  0.0045
O  -0.009  -0.0141  -0.0038
O  -0.0021  -0.0108  -0.0308
O  0.0154  -0.004  -0.0027
O  -0.0301  0.0022  0.0309
O  0.0005  -0.0196  0.0101
O  -0.002  -0.0017  -0.0349
O  0.0718  -0.0037  0.0226
O  -0.0236  -0.0531  -0.0286
O  -0.0188  -0.0043  -0.0003
O  -0.0207  0.0067  -0.0185
O  -0.0086  0.0091  -0.0045
O  0.006  0.0035  -0.0197
O  -0.0116  -0.0018  -0.0107
O  0.0375  0.0104  0.0149
O  0.0054  0.0131  -0.0121
O  0.0126  0.0024  0.0071

The program warned: the cutoff lies below the one the program advises for these potential files; the forces do not sum to zero within the program's tolerance; the exchange-correlation potential is rough where the density is thin.
